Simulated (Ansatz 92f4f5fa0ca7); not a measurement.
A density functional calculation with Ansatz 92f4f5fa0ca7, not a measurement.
Periodic cell of 144 atoms, Si90O54, from a study of silicon, its oxide and their interface. The atomic structure is a simulated model.

Settings: functional r2SCAN; potential files Ansatz norm-conserving; basis plane waves; wave-function cutoff 1300 eV; density cutoff ratio 4; exchange-correlation grid ratio 1; k mesh 2 x 2 x 1, shifted by 0.5 0.5 0.5 of a step; self-consistency stop 5e-08 eV per atom in the density residual; occupations Fermi-Dirac, 0.05 eV; spin none; net charge 0.

Cell vectors (angstrom)
a 11.54 0 0
b 0 11.54 0
c 0 0 19.0758

Atoms and the computed forces on them: element, x, y, z (angstrom), force x, y, z (eV/angstrom)
Si -4.0966 0.8074 0.4183 -1.0242 -0.4527 -1.2986
Si 1.4783 3.3903 -0.9687 -2.4151 1.927 0.8364
Si 0.3176 10.4474 0.2017 1.2198 -2.9829 -1.0892
Si 3.4079 2.5626 -1.8922 2.7265 -2.7787 -0.1862
Si 3.4485 3.1619 1.0848 2.523 0.5608 -2.1012
Si 4.9022 5.1707 -0.082 3.2236 -2.8615 5.1536
Si 9.4715 0.2141 1.2526 2.8628 -1.6587 0.4225
Si 10.5379 3.7747 -1.8311 -0.1247 0.7401 -2.8688
Si 3.0876 11.2415 1.3032 -0.8607 -1.3288 -1.3814
Si 2.0868 -0.0445 -1.3952 3.0649 -1.8529 0.2777
Si 1.0902 3.9502 1.7559 1.0688 -0.9683 -1.4692
Si 2.2101 7.6689 1.118 0.4018 -1.9328 1.3341
Si 5.449 -0.0177 1.3686 0.2542 1.399 0.8048
Si 8.9185 3.1905 -0.276 0.2886 3.1099 1.1671
Si 5.5976 7.4706 1.333 -0.8643 2.0739 -0.8835
Si 6.9494 -2.0437 0.478 -0.3138 -1.1417 1.4031
Si 10.3613 3.5553 1.5043 -0.6544 0.5755 -0.7547
Si 8.1179 7.5537 1.0648 0.4922 -0.5554 -0.1373
Si 1.9102 2.0661 2.8762 -0.5351 2.3498 2.4537
Si 1.9417 5.7267 2.8916 -0.4274 1.4857 -1.5653
Si 1.904 9.5003 2.6409 0.4943 0.5681 -0.6973
Si 5.7514 1.9201 2.7633 -0.4496 -0.0511 -0.4173
Si 5.7975 5.7581 2.7108 0.1132 -0.9095 2.0325
Si 5.7394 9.641 2.6424 0.906 -0.8646 1.4584
Si 9.7345 1.8401 2.903 -1.5581 0.2504 0.1624
Si 9.5889 5.818 2.9092 1.2466 2.2652 -0.6464
Si 9.671 9.5931 2.7802 -0.8956 -0.589 -0.2106
Si 0 1.9233 4.1587 1.2947 -0.8571 1.658
Si 0 5.77 4.1587 0.3499 -0.0869 0.5036
Si 0 9.6167 4.1587 0.7434 -0.1383 -0.3894
Si 3.8467 1.9233 4.1587 0.4561 0.7283 0.8034
Si 3.8467 5.77 4.1587 0.5069 -0.6383 0.1009
Si 3.8467 9.6167 4.1587 -0.1859 -0.5683 -0.5743
Si 7.6933 1.9233 4.1587 -0.2435 -0.0452 -0.0516
Si 7.6933 5.77 4.1587 -1.1891 -0.4128 0.6197
Si 7.6933 9.6167 4.1587 -0.5018 0.337 -0.4436
Si 0 0 5.545 0.0287 0.405 -0.2809
Si 0 3.8467 5.545 0.0025 -0.1202 -0.1684
Si 0 7.6933 5.545 0.1201 0.1274 0.1274
Si 3.8467 0 5.545 -0.7607 0.1337 -0.4264
Si 3.8467 3.8467 5.545 -0.5923 -0.6175 0.0729
Si 3.8467 7.6933 5.545 0.2346 0.2742 -0.1876
Si 7.6933 0 5.545 0.7307 -0.1506 -0.905
Si 7.6933 3.8467 5.545 -0.344 0.4526 -0.172
Si 7.6933 7.6933 5.545 0.0835 0.1049 0.1801
Si 1.8982 0.048 7.0006 -0.5687 -1.0806 0.5298
Si 1.8625 3.754 7.0139 0.5118 1.0759 -0.9888
Si 1.9631 7.7409 6.9437 0.2729 -0.4675 1.2192
Si 5.7839 -0.0399 6.8028 2.5911 -2.1633 -0.9154
Si 5.7136 3.8954 6.9428 0.8408 -1.0003 0.2792
Si 5.7394 7.5945 6.9675 0.0376 -0.9905 0.386
Si 9.6091 0.0002 6.8984 0.8944 -1.2405 0.523
Si 9.6195 3.935 6.8436 0.2717 0.6451 0.49
Si 9.622 7.7152 6.8489 0.7309 0.5352 0.3187
Si 2.1505 1.9684 8.3582 0.8725 0.2532 2.5574
Si 2.6507 5.6004 8.2103 -2.1111 0.9138 0.5751
Si 1.936 9.6154 8.7 -1.2941 -0.7032 -0.7617
Si 4.2844 1.0174 7.8879 -3.9622 2.9011 1.49
Si 5.0623 5.6377 8.4299 0.3222 -0.0351 0.1025
Si 3.6851 10.863 9.2366 0.7143 -1.5532 -0.9545
Si 9.466 1.9536 8.0866 -1.1733 0.1101 1.411
Si 10.0944 5.9243 8.2407 -1.2321 -0.8615 -0.5731
Si 11.3326 9.6491 7.6273 -3.8668 -0.1546 -0.4993
Si -2.6297 2.6881 10.4435 -0.0843 0.6362 -4.2961
Si 0.8661 6.1071 11.058 -2.0755 -0.6021 -2.942
Si -0.7058 8.702 9.9226 2.9375 2.1381 -2.4656
Si 2.3944 2.405 11.6627 5.5017 -1.7733 0.8403
Si 0.8094 7.3633 12.933 -0.6198 4.2491 1.4691
Si 4.3173 11.4388 11.2301 0.4732 1.6229 5.8966
Si 6.5973 1.769 8.0719 0.3407 1.6561 0.4465
Si 7.8904 5.6206 9.1987 0.7517 -0.0008 1.2165
Si 5.0713 9.565 7.8397 0.2057 0.7106 0.0814
Si -3.5445 5.9362 12.3728 1.3351 6.2271 -3.7861
Si 5.1187 6.4761 13.8205 3.6779 2.7805 2.21
Si 4.5593 10.2231 16.2604 0.1476 1.7528 0.1346
Si 6.3823 2.0038 11.0214 -3.6299 -1.7324 4.2206
Si 9.2091 4.0904 12.7636 -1.582 0.1801 0.8792
Si 0.3914 3.8732 12.6827 -1.6099 0.4836 0.6084
Si -1.7224 8.848 12.3889 -4.1961 -1.36 0.5464
Si 7.1237 5.1034 19.9849 0.4935 0.0314 -2.0938
Si 6.078 12.6425 16.2609 -0.5123 0.9543 -5.5824
Si 3.5263 9.2885 13.4897 1.5229 -4.7734 0.8485
Si -1.5688 9.1706 17.0655 -2.1504 0.2806 -5.9895
Si -2.0953 10.8565 14.6751 -4.9804 2.1381 2.1917
Si 4.5714 4.6426 11.6533 1.6209 -5.7971 -8.1136
Si 10.9368 6.7669 15.7652 -1.7363 -4.532 -3.0602
Si 1.5862 6.1859 17.6214 -1.7933 0.0442 -1.0229
Si 4.1528 4.9805 16.4498 -0.0222 1.6283 -1.2341
Si 7.2605 10.2668 17.2034 -0.0689 2.0377 -4.8054
Si 8.851 13.9394 14.7417 -0.9588 -2.5705 4.1549
O -1.7263 1.0551 -4.7968 -1.9266 -1.8934 -0.0231
O -0.8192 5.2613 -2.5689 -1.2715 0.6762 -0.1186
O 2.2807 12.5332 1.8204 0.0322 -1.6748 -2.0105
O -0.5703 9.3507 -0.8628 1.3461 0.5364 1.9068
O -0.4451 7.2356 -8.6692 1.7789 -5.4072 0.2987
O 7.3797 1.5058 -3.8569 0.1962 2.8048 1.3563
O -0.4184 0.2833 0.2168 -4.5446 2.3658 1.5717
O 4.0158 5.7979 -1.1486 -2.1357 2.9398 -3.6982
O 3.9356 7.5615 0.9762 -2.2315 0.3649 -0.7082
O 4.0277 2.1944 -0.2852 -1.3061 0.9197 0.1439
O 8.1121 1.8776 -0.6735 -0.4215 -0.2802 -0.1407
O 4.3553 5.5617 -6.2905 -0.457 4.2516 4.3564
O 9.4258 7.6908 2.3746 -0.804 -0.2086 -0.707
O 9.8763 3.0069 -3.1344 -0.9591 -1.315 0.3206
O 6.6129 11.8404 -1.5008 0.4978 -0.6244 1.0908
O 4.7516 13.6668 -2.8482 2.1093 1.5441 1.7396
O -1.0577 3.676 13.6126 4.163 0.7594 -0.0726
O 3.4642 1.0221 12.1699 -3.1242 3.9308 -2.5562
O -1.5416 3.421 11.3664 -0.5045 0.6656 0.6465
O 1.6174 5.3596 9.793 0.8091 1.7697 0.2315
O 0.9519 9.2222 9.9799 0.5528 0.4908 0.1081
O -1.8274 9.3759 10.806 -1.513 1.2818 1.0086
O 5.5017 1.6931 9.6643 2.467 1.1261 -2.1866
O 1.0628 7.2092 18.8756 3.3758 0.0468 0.759
O 2.2257 8.2021 13.1464 0.6116 0.4883 1.1447
O 4.9588 6.2162 15.5044 -0.8291 -1.8066 -1.5074
O 3.7431 10.211 12.228 0.628 -0.6795 0.0467
O 3.0992 15.5009 11.8254 -0.4657 -2.9954 -0.7124
O 7.9414 2.017 11.6323 -0.4526 0.541 -2.3292
O 4.89 -6.2829 10.0316 -0.5399 -0.2082 3.0521
O 7.7206 6.4377 10.6333 -0.7776 -2.6625 1.0086
O 8.156 3.9712 9.4604 -0.3815 -1.3723 2.4109
O 5.804 12.0051 11.7498 0.9148 1.5716 -1.6875
O -2.6765 7.4498 12.3635 0.8904 -0.4501 1.8405
O 5.9351 9.4962 16.7995 -2.6744 -1.3379 -0.4626
O 1.9538 2.3225 10.1777 -0.7594 -1.163 -4.6543
O 4.8941 8.0897 13.5941 -1.2527 -0.864 -0.7274
O -0.1152 8.6744 12.2709 0.4936 -0.4928 3.0288
O 3.6444 9.6649 15.0748 -1.669 -0.7538 -1.7093
O 16.7512 11.5055 15.4087 0.2082 -0.8684 1.9399
O 1.1505 2.4395 12.6468 -1.393 0.4449 0.906
O -3.6236 10.6997 15.5788 1.5174 -0.1355 1.9397
O -1.0577 10.3531 15.7856 0.2395 -1.6346 2.0275
O -1.6952 7.8177 15.934 -1.7204 3.5319 3.7655
O 9.9343 5.2338 20.4691 -0.1914 -0.4531 1.1101
O -4.7528 5.8779 13.3845 -2.987 1.5606 0.7357
O -2.6748 9.7675 13.5826 4.287 -0.3162 -2.9437
O 8.1676 3.8145 14.1231 1.6175 -2.6126 -2.2313
O -0.3499 6.999 14.1077 1.6064 -1.433 -0.827
O 0.7954 6.895 16.2557 7.3099 1.4377 4.0701
O 8.371 9.1942 17.5361 3.6852 -0.8619 0.4591
O 5.819 3.4944 11.6438 -0.5819 -0.721 -0.0753
O 2.7388 12.5949 16.655 -1.6614 0.9493 0.919
O 3.4963 10.3893 17.5852 -0.1356 0.3223 -1.6668

Results
free energy: -35595.374 eV
free energy less fixed offsets of O -463.61, Si -117.95 eV per atom: 55.066 eV
pressure: -2.28 GPa
stress xx, yy, zz, yz, xz, xy (GPa, positive in tension): 2.62, 2.16, 2.07, -2.02, -2.73, 0.57
